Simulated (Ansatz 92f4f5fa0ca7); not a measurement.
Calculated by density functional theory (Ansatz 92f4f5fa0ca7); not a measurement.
Periodic cell of 151 atoms, Si88O61N2, from a study of silicon, its oxide and their interface. The atomic structure is a simulated model.

Settings: functional r2SCAN; potential files Ansatz norm-conserving; basis plane waves; wave-function cutoff 1300 eV; density cutoff ratio 4; exchange-correlation grid ratio 1; k mesh 2 x 2 x 1, shifted by 0.5 0.5 0.5 of a step; self-consistency stop 5e-08 eV per atom in the density residual; occupations Fermi-Dirac, 0.05 eV; spin none; net charge 0.

Cell vectors (angstrom)
a 10.88 0 0
b 0 10.88 0
c 0 0 21.6075

Atoms: element, x, y, z (angstrom)
Si 0.2403 0.0884 -0.0765
Si 3.2194 2.3602 -0.17
Si -0.7596 5.8435 -0.6266
Si 1.5994 9.1292 -0.3328
Si 5.4277 -0.0153 0.3296
Si 7.3581 3.1839 0.5342
Si 5.3923 5.2898 -0.45
Si 7.6536 7.5471 0.4583
Si 1.1273 1.6446 1.4055
Si 3.8347 4.3314 1.2456
Si 1.2178 6.7013 0.2367
Si 3.9705 9.7142 1.5993
Si 6.5877 1.0815 1.7283
Si 9.2854 4.181 1.5636
Si 6.2836 6.5735 1.8767
Si 9.7045 9.595 1.4898
Si -0.1539 2.6925 3.0312
Si 2.6478 0.5592 2.9462
Si 0.3439 7.656 2.3597
Si 1.8292 5.8768 2.4323
Si 5.1715 2.9117 2.5623
Si 8.2052 -0.3408 3.1348
Si 5.2174 8.1727 2.5941
Si 8.1245 5.4554 3.0846
Si 1.5858 3.7967 3.7701
Si 4.4977 1.2907 4.1971
Si 1.6432 9.6673 4.0768
Si 4.2404 6.9624 4.2169
Si 6.7009 3.6811 4.2852
Si 9.7042 1.5058 4.6563
Si 6.5298 9.0676 4.2703
Si 9.6655 6.755 4.2662
Si 0.201 -0.2129 5.9314
Si 3.3946 3.0093 5.2177
Si 0.206 5.0027 5.215
Si 2.7708 8.0988 5.5891
Si 6.0153 -0.032 5.4555
Si 7.9517 2.4485 5.7697
Si 5.7774 5.3002 5.5193
Si 8.3669 8.2789 5.4581
Si 1.3145 0.498 8.046
Si 4.2658 4.373 6.7795
Si 1.2998 6.7277 6.5399
Si 4.0839 9.7432 6.8922
Si 6.6346 1.0861 7.1443
Si 9.5089 3.6055 6.8132
Si 6.8914 6.7487 6.8371
Si 9.546 9.424 7.2301
Si -0.6002 1.9844 7.9721
Si 3.4907 0.5104 9.1524
Si 0.4043 8.4178 8.397
Si 2.5723 5.4438 7.9606
Si 6.2739 3.2961 7.1234
Si 7.4957 0.5752 9.0666
Si 5.3043 8.0205 7.8676
Si 8.4009 5.3876 8.0334
Si 1.0932 3.8773 9.0268
Si 3.5517 2.6833 9.7661
Si 2.5946 9.0911 9.6359
Si 4.0051 6.4805 9.2386
Si 6.7442 4.67 9.3742
Si 9.7505 0.4889 9.8702
Si 6.4449 9.2599 9.6437
Si 10.1287 6.2254 9.4327
Si -1.1007 0.3679 15.725
Si -1.8196 0.2832 12.7821
Si 3.8961 11.9208 14.4679
Si 5.9816 3.3442 11.7192
Si 10.297 6.1589 17.8055
Si 6.3574 1.6061 13.2334
Si 9.0793 8.3266 16.242
Si 3.4348 -2.6362 16.0381
Si 11.5878 9.1031 14.9693
Si 2.3384 9.8009 12.8436
Si 6.2125 3.3586 16.331
Si 9.1865 -2.1777 10.9736
Si 6.2721 7.8749 14.6719
Si 5.1115 1.17 17.5761
Si 5.6058 5.9007 12.8538
Si 7.8354 -0.4921 18.0954
Si 9.1489 1.2553 19.9286
Si 5.2977 8.7817 12.3453
Si 3.7696 4.225 14.7916
Si 3.9333 4.0613 18.76
Si 6.1333 -1.8956 19.8312
Si 2.2579 5.638 16.9238
Si 9.269 3.0894 17.1131
Si 14.2783 9.7457 18.8462
O 3.1633 -2.2496 22.2028
O -1.0087 -6.5107 -0.0106
O 3.2526 3.0176 19.906
O 4.6639 1.5798 -0.2367
O -0.4458 6.0699 19.3842
O 2.729 4.954 18.2225
O 2.153 9.4137 19.9004
O 6.1965 -0.407 20.4397
O 6.5087 -2.5574 21.2777
O 6.6969 4.3315 -0.3476
O 7.6695 1.8575 20.9611
O 4.7845 5.2865 19.5459
N 5.1028 2.9076 17.7133
O 8.8243 6.8289 -0.3227
O -1.0287 0.5135 14.1615
O 0.1807 4.9758 9.9217
O 4.6357 2.5808 11.2281
O 2.0507 3.3877 10.18
O 2.4854 10.0799 11.1611
O -4.4587 8.9856 13.4114
O 6.3538 15.457 12.6624
O 4.9054 11.7179 13.1804
O 9.1889 9.5516 12.2529
O 5.4011 5.5299 9.6601
O 9.6655 1.1111 11.6259
O 7.7197 3.8913 16.7613
O 7.799 8.5427 10.2586
O 9.7944 7.0469 10.7905
O 5.5408 9.4753 11.0872
O 2.1458 -2.1928 15.2969
O -3.2974 0.5112 13.222
O 4.6934 0.7803 16.0176
O -0.6871 -1.0068 10.0671
O 2.8344 10.8818 13.9194
O 4.1437 13.9909 8.2789
O 2.8232 -3.4655 9.8664
O 9.1594 2.3159 18.5347
O 9.3237 1.8961 15.9683
O 6.9953 3.4663 10.4216
O 7.6382 7.9815 15.439
O 10.3075 7.9571 15.1883
O 3.4166 -1.7246 17.3657
O 5.0344 4.3284 15.9387
O 11.7266 9.3297 13.2788
O 5.382 7.1751 11.7429
O 3.2116 13.4322 14.8476
O 10.296 4.321 17.0631
O 6.6703 0.6613 18.0698
O 9.1679 7.4121 17.4193
O 11.5336 -0.2928 15.8261
N 8.8505 10.1181 16.6407
O 5.1649 8.6325 15.8396
O 2.4012 -6.2344 15.6634
O 6.2746 2.4051 14.7707
O 3.393 6.6668 16.4509
O 4.6204 8.9402 19.5125
O 3.7287 8.7029 13.0894
O 4.0673 0.2561 18.508
O 7.2237 -2.0641 18.6467
O 11.7931 6.4539 17.2151
O 8.9482 -0.2222 19.3332
O 4.1998 5.1769 13.6666
O 6.486 6.3194 14.0311

Results
free energy: -39194.338 eV
free energy less fixed offsets of N -289.75, O -463.61, Si -117.95 eV per atom: 44.972 eV
pressure: -1.32 GPa
stress xx, yy, zz, yz, xz, xy (GPa, positive in tension): 2.12, 1.3, 0.55, 1.22, -1.06, -0.9

Forces (eV/angstrom), in the order of the atoms: element, x, y, z
Si -2.1943 0.5194 1.2849
Si 1.0569 1.7829 -0.0755
Si 0.56 2.0453 0.2467
Si 0.915 -3.4559 5.1675
Si -0.6504 1.8746 -5.2104
Si 1.7866 -4.1001 -0.5682
Si -1.7535 -0.1741 0.2116
Si 1.334 1.5701 1.4426
Si 1.4473 -0.8937 -0.7716
Si -0.566 0.2743 -0.2668
Si -0.5968 0.7204 0.3618
Si -1.7741 0.2375 -0.9887
Si 2.5303 1.7911 2.7374
Si -0.4943 -2.0492 0.339
Si 2.533 -4.1547 -1.2831
Si -0.6896 -0.781 -0.0737
Si -1.4668 0.4072 -2.1856
Si 0.7014 -1.7034 -0.7912
Si -1.3905 2.2451 1.326
Si 2.6469 -1.1958 0.0084
Si 1.1241 -0.1125 0.853
Si 0.2567 1.3946 -0.3601
Si -1.0771 2.6737 2.3054
Si -1.1683 0.1462 0.2486
Si 1.3785 1.7379 0.7529
Si -0.6822 0.145 -0.2068
Si -1.2126 -1.2582 0.8192
Si -0.612 -1.2138 0.6049
Si 0.7839 0.5215 -1.8721
Si -0.2088 -3.0228 -0.211
Si 1.9721 0.1215 -0.9802
Si 0.7323 -0.514 -1.1897
Si 0.2733 0.753 -0.6254
Si -0.9189 -0.2432 -0.8635
Si -0.9182 0.9216 1.43
Si 0.7235 1.8415 -1.2568
Si -3.0934 -0.8731 -1.0367
Si 0.0802 -0.742 -1.4336
Si -1.1491 2.3852 -1.7658
Si -0.3865 -1.0617 1.4345
Si -0.5079 0.0384 -1.1309
Si -2.3262 -1.2785 1.063
Si -0.8799 0.2825 1.1712
Si 0.1961 0.6233 -0.3089
Si 0.5236 1.1608 0.8081
Si 0.2878 3.8929 -0.8425
Si 2.2269 0.8415 -0.7733
Si -0.5943 0.6877 -0.8083
Si 3.226 -1.4523 3.2394
Si -0.4373 -2.7303 -2.3065
Si 0.2846 -1.8016 -0.6604
Si -1.0152 -1.6022 -1.6337
Si -0.4919 0.371 1.9293
Si 0.5793 -2.3735 1.0963
Si -0.1762 0.3774 1.8599
Si 0.819 0.6253 0.4904
Si -2.3941 1.1992 -1.3347
Si 0.4342 0.1808 1.4564
Si -1.1422 1.1238 1.2521
Si 2.5105 0.6894 -1.0385
Si 0.217 -0.9333 -2.1354
Si -1.2072 3.7959 0.9875
Si -0.0371 1.0783 0.3081
Si 0.9482 1.6151 -0.3966
Si 2.7236 -0.6814 0.883
Si 1.2049 -2.8745 0.8472
Si 1.2742 2.1732 2.9157
Si 2.0503 -4.0884 0.0644
Si 0.4294 -1.7514 -1.8256
Si 0.5127 1.1044 2.3651
Si -3.5001 3.9758 -6.2661
Si 4.7989 -0.1276 3.4164
Si -2.9779 2.1841 -1.2311
Si 3.0157 -1.6043 -1.6786
Si -0.0269 -0.7272 -1.3329
Si 2.8667 -2.1437 -2.6973
Si 0.8288 2.0544 2.0996
Si -1.4032 -0.8492 0.5518
Si -4.9295 1.5725 -0.5931
Si 0.1674 -1.7652 0.4175
Si -1.4508 2.6434 1.1
Si -5.0338 -4.5944 4.302
Si -1.493 -3.302 5.6975
Si 2.4055 -2.5582 1.56
Si 1.0432 1.426 1.3045
Si 0.5473 0.3787 -3.4102
Si -3.2133 0.5625 -0.4701
Si 1.2557 -1.7059 -0.9061
O -2.3802 2.0047 -0.3232
O 0.15 0.2756 -0.2427
O -0.164 0.8734 -0.9582
O -0.4932 -2.5243 0.9114
O -1.0799 -0.9595 -0.0213
O 0.1032 -1.716 1.5784
O 2.869 1.8135 -6.674
O -0.5009 2.14 2.4921
O -0.0121 -1.1224 -2.05
O -0.0916 0.2119 -0.9762
O 3.2156 0.71 -0.5639
O 0.9972 -1.0178 1.5085
N -0.1597 -1.4975 2.0235
O 0.8244 -1.4996 -1.4273
O -0.0446 -1.3032 -2.1203
O -0.3153 -0.0672 -0.8103
O -2.5848 2.3765 -2.8719
O 3.9785 -2.2286 1.588
O -0.966 -1.6572 1.374
O 0.0296 -1.4002 2.1652
O 0.8013 -2.1507 -3.0933
O 0.9443 0.2132 1.1852
O -0.8166 1.1154 3.2273
O -1.0938 -0.1178 0.8242
O 0.9836 0.7298 -4.4114
O 0.2606 -1.9211 0.058
O -1.2392 -0.3559 -0.5515
O -1.2855 3.4875 1.9376
O 1.2256 4.2067 -7.3382
O 1.2814 -1.8649 -0.4696
O -2.8574 1.21 -0.2115
O -0.8594 -0.6247 -1.1372
O -0.3052 -3.6639 1.2041
O -1.7589 0.6151 0.3576
O -0.2935 0.4276 1.8072
O 0.5259 1.8385 1.978
O 0.4901 -1.0074 1.9661
O 0.8647 1.2634 2.1193
O -0.5867 0.5165 0.6322
O 3.125 0.4975 1.9165
O 1.5429 3.1402 0.5242
O -2.3337 -0.52 0.418
O -1.5243 2.5936 -3.2652
O 0.5027 -0.3539 1.2077
O 0.0226 -2.6882 2.6504
O 2.2774 0.2877 -2.6055
O -0.4306 3.0797 1.3986
O -0.0857 -0.5969 -1.7202
O 2.9343 -6.1095 5.0625
O -4.0592 -1.2004 -0.4735
N -0.2721 -1.4516 0.4226
O -1.3738 -3.3012 -3.6578
O -0.2255 -0.0348 -0.8968
O 0.9271 0.6281 0.9915
O 0.5692 2.5494 -0.4385
O -1.4612 -2.3831 0.0965
O 0.4103 1.1802 -1.6152
O 0.1122 3.1139 0.3823
O 0.1616 2.392 -0.9155
O -1.8311 0.459 0.1203
O -1.5555 0.0873 -1.371
O 0.6643 2.2852 -3.8611
O 0.2727 4.7435 3.9748
